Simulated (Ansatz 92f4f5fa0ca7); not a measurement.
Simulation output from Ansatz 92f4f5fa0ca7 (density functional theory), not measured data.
Periodic cell of 273 atoms, Si157O104As12, from a study of silicon, its oxide and their interface. The atomic structure is a simulated model.
Doubt: the cutoff is far below the 930 eV that the study's wrapper takes by default for these files, so forces and energies are approximate.

Settings: functional PBE; potential files Ansatz PAW; basis plane waves; wave-function cutoff 580 eV; density cutoff ratio 5; exchange-correlation grid ratio 1; k mesh 1 x 1 x 1, Gamma-centred; self-consistency stop 5e-08 eV per atom in the density residual; occupations fixed; spin none; net charge 0.

Cell vectors (angstrom)
a	11.6015	0	0
b	0	13.3963	0
c	0	0	31.1529

Atoms: element, x, y, z (angstrom)
As	11.6202	0.0776	24.253
As	3.8645	0.0869	24.3492
As	7.733	-0.0228	24.2254
As	1.9323	3.3511	24.2824
Si	5.7512	3.3396	24.4869
Si	9.6955	3.4126	24.527
As	11.6813	6.7002	24.1638
Si	3.8936	6.7128	24.4175
Si	7.7215	6.7725	24.2201
Si	2.0604	10.1744	24.46
As	5.8192	10.1511	24.2117
Si	9.6523	10.0903	24.3593
Si	11.6179	2.2668	25.3022
Si	3.8301	2.274	25.3482
Si	7.7286	2.2088	25.1998
Si	1.9512	5.5908	25.2498
Si	5.8535	5.6063	25.1686
Si	9.673	5.7139	25.156
Si	11.661	8.9556	25.0643
Si	3.9573	8.9756	25.2209
Si	7.7004	8.9715	25.1536
Si	1.9256	12.374	25.3103
Si	5.7997	12.3324	25.2849
Si	9.703	12.325	25.2223
Si	11.6134	2.2417	27.6572
Si	3.8463	2.2451	27.6937
Si	7.733	2.2403	27.5914
Si	1.9174	5.5956	27.6209
Si	5.8225	5.6002	27.5713
Si	9.6676	5.6436	27.5644
Si	11.6257	8.953	27.5055
Si	3.9059	8.9391	27.605
Si	7.7307	8.9444	27.5587
Si	1.9325	12.319	27.6656
Si	5.8108	12.2923	27.644
Si	9.6698	12.3099	27.6021
Si	1.924	1.1344	28.446
Si	5.8062	1.1323	28.4034
Si	9.6624	1.1349	28.3993
Si	11.5805	4.4863	28.392
Si	3.8765	4.4999	28.3902
Si	7.7483	4.4856	28.3659
Si	1.9412	7.8419	28.3685
Si	5.8241	7.8202	28.3929
Si	9.687	7.8614	28.3652
Si	11.5976	11.1653	28.3765
Si	3.8711	11.1726	28.3968
Si	7.7453	11.165	28.3847
Si	1.9336	1.1164	30.7579
Si	5.8008	1.1164	30.7579
Si	9.6679	1.1164	30.7579
Si	0	4.4654	30.7579
Si	3.8672	4.4654	30.7579
Si	7.7343	4.4654	30.7579
Si	1.9336	7.8145	30.7579
Si	5.8008	7.8145	30.7579
Si	9.6679	7.8145	30.7579
Si	0	11.1635	30.7579
Si	3.8672	11.1635	30.7579
Si	7.7343	11.1635	30.7579
Si	0	0	0.3944
Si	3.8672	0	0.3944
Si	7.7343	0	0.3944
Si	1.9336	3.3491	0.3944
Si	5.8008	3.3491	0.3944
Si	9.6679	3.3491	0.3944
Si	0	6.6981	0.3944
Si	3.8672	6.6981	0.3944
Si	7.7343	6.6981	0.3944
Si	1.9336	10.0472	0.3944
Si	5.8008	10.0472	0.3944
Si	9.6679	10.0472	0.3944
Si	11.5757	-0.0392	2.8021
Si	3.8519	-0.011	2.765
Si	7.7439	-0.026	2.7872
Si	1.923	3.3376	2.7875
Si	5.7877	3.3402	2.7617
Si	9.6716	3.3324	2.7671
Si	11.5883	6.6672	2.7405
Si	3.8618	6.7014	2.7558
Si	7.7385	6.7123	2.7442
Si	1.919	10.0569	2.7701
Si	5.8048	10.0621	2.7575
Si	9.6241	10.0781	2.7653
Si	11.5921	2.188	3.5747
Si	3.8609	2.2107	3.5673
Si	7.7287	2.2169	3.5242
Si	1.929	5.588	3.5491
Si	5.8142	5.5884	3.5045
Si	9.6443	5.573	3.5302
Si	11.5472	8.9124	3.4157
Si	3.8764	8.9434	3.5064
Si	7.718	8.9288	3.5597
Si	1.9315	12.2789	3.6167
Si	5.7858	12.2878	3.5689
Si	9.645	12.2686	3.7041
Si	11.5809	2.1348	5.9679
Si	3.8752	2.1768	5.9619
Si	7.7089	2.23	5.8899
Si	1.9185	5.6009	5.9316
Si	5.802	5.5832	5.8682
Si	9.6356	5.5461	5.9045
Si	11.4567	8.875	5.7271
Si	3.8577	8.9279	5.8677
Si	7.6843	8.9304	5.9442
Si	1.9518	12.2428	6.0503
Si	5.7882	12.2759	5.9569
Si	9.6084	12.2559	6.1945
Si	1.9453	1.113	6.8961
As	5.8305	1.1039	6.9557
As	9.5911	1.1632	7.0007
Si	11.6053	4.4069	6.6522
Si	3.8632	4.4492	6.6352
As	7.6994	4.4463	6.8987
Si	1.8296	7.894	6.6121
As	5.7542	7.7759	6.8704
As	9.6251	7.7722	6.831
Si	11.6084	11.0112	6.7375
As	3.9029	11.1087	6.9247
Si	7.5978	11.0951	6.972
O	0.0104	4.2668	8.2946
O	7.2006	10.9171	8.5974
O	2.0091	1.3196	8.5671
O	1.6979	8.2299	8.2455
O	3.9855	4.4515	8.2767
O	0.2557	10.5835	8.3393
O	9.8738	3.3735	22.8793
O	3.7746	6.6334	22.7626
O	5.4583	3.1999	22.8576
O	7.6325	6.8101	22.5377
O	2.416	10.4099	22.855
O	9.4915	10.1945	22.7075
Si	11.3197	11.652	12.8693
Si	9.4953	12.3146	19.1568
Si	3.6373	4.4347	9.8436
Si	5.977	12.5345	14.964
Si	6.5297	4.3572	13.9522
Si	11.4924	8.6126	13.3254
Si	0.3309	10.6949	19.6773
Si	10.9017	1.9407	11.3589
Si	10.5076	2.0405	19.28
Si	9.2471	4.005	21.5202
Si	4.628	12.0402	19.6603
Si	1.393	0.9746	16.3141
Si	10.3308	4.2703	16.8871
Si	1.8907	0.6973	10.0857
Si	7.6843	5.7426	18.1668
Si	2.3355	4.565	13.7585
Si	7.3229	10.8738	10.2335
Si	5.7063	3.5753	17.0926
Si	4.3299	6.4871	21.2441
Si	4.6605	9.1182	19.8659
Si	3.416	12.0006	16.7594
Si	10.7315	7.2785	10.7419
Si	11.4939	2.8768	14.3343
Si	5.146	6.3376	11.7613
Si	0.2012	6.9652	17.4917
Si	5.1559	8.5709	14.5302
Si	1.3554	9.7317	17.004
Si	7.7628	7.0089	14.1063
Si	1.862	2.4595	18.9738
Si	6.5023	1.3999	13.3074
Si	5.5129	7.7415	17.1795
Si	7.9079	7.8702	11.2671
Si	8.5817	11.3863	16.3544
Si	4.9691	1.6465	19.2179
Si	2.235	11.3256	11.0033
Si	8.8303	13.2806	11.667
Si	1.9753	5.6656	19.183
Si	6.0067	3.7499	21.4266
Si	9.5059	9.8901	21.1121
Si	8.5102	6.7988	21.1257
Si	9.7404	8.4125	15.9747
Si	11.3552	12.063	15.7584
Si	5.0543	11.0048	12.4416
Si	3.5671	5.3523	16.6225
Si	0.3978	4.4922	9.8449
Si	2.8335	7.5611	13.2332
Si	2.6911	10.8435	21.3327
Si	0.9106	9.3277	9.1732
Si	3.8557	2.374	11.8834
O	2.4068	12.5462	9.9273
O	5.6058	8.9473	16.0623
O	3.5957	8.0624	14.5941
O	0.8983	11.7781	11.7891
O	7.5783	0.4464	12.5422
O	5.6253	2.0467	17.7327
O	3.813	12.0173	21.0867
O	4.115	7.5642	12.1922
O	8.6044	7.399	15.4143
O	9.7567	12.1846	15.5756
O	6.1716	7.3477	14.1713
O	2.007	9.9156	10.2296
O	5.4879	12.2119	13.4381
O	9.6696	0.5825	19.3031
O	11.1486	3.4207	10.7276
O	8.8283	8.3979	20.8424
O	10.3867	3.498	15.4055
O	5.3177	5.1952	21.0819
O	4.6643	8.4041	18.3995
O	5.4625	10.5804	19.6853
O	10.3792	7.8075	17.3663
O	10.9035	10.0766	12.9157
O	5.154	7.8705	20.8385
O	8.9391	11.2974	20.3765
O	0.1135	10.5778	16.344
O	6.9707	7.1037	17.5612
O	2.682	10.5497	16.4455
O	5.6452	2.6394	20.3053
O	7.8891	6.1899	19.7275
O	1.232	9.89	18.6109
O	2.6725	13.354	16.1885
O	8.5034	11.9855	17.8841
O	5.4159	0.0809	19.5344
O	5.053	1.5191	12.5627
O	2.453	5.9118	17.6377
O	10.9244	8.3729	14.8339
O	6.6682	4.466	18.0618
O	10.8725	2.1469	13.001
O	3.1966	9.5277	20.4765
O	5.4587	5.1162	12.8925
O	8.3227	7.8808	12.8522
O	5.9042	11.0435	11.048
O	1.7797	4.0506	19.3869
O	1.7024	2.167	17.3722
O	8.2953	12.1305	10.632
O	5.3587	9.7179	13.4043
O	2.2946	6.0348	13.0669
O	10.4782	2.9572	17.8935
O	7.8113	5.3738	14.0107
O	4.3259	5.7368	10.5005
O	11.4994	5.4552	16.8191
O	0.3842	0.923	10.6735
O	0.1931	13.3248	16.7046
O	6.3011	0.7498	14.82
O	9.655	5.6135	21.4115
O	4.8513	12.0855	16.0331
O	0.7789	4.1464	13.8448
O	2.782	1.3266	11.2905
O	3.3223	1.8064	19.3688
O	7.2611	11.6777	15.4707
O	1.316	11.4521	20.7144
O	1.5389	8.5684	13.1619
O	9.4787	1.2197	10.9697
O	9.1225	7.1116	10.4715
O	0.5061	1.7711	19.6369
O	3.1627	3.3977	12.9689
O	6.0161	3.9164	15.4895
O	11.0151	9.6621	20.5348
O	2.9851	4.8388	15.2177
O	4.3843	3.1805	10.5716
O	0.9296	1.7707	14.9725
O	3.4862	11.1347	12.0319
O	7.8618	9.3966	10.6954
O	3.5917	12.038	18.3833
O	11.5527	5.9852	10.2564
O	9.8117	3.0505	20.3429
O	10.0032	12.5469	12.5416
O	4.7054	6.4935	16.5057
O	0.3917	12.1754	14.2662
O	0.602	6.5904	19.0709
O	2.0138	4.3488	10.0933
O	11.0149	11.783	18.8924
O	4.1732	4.0462	17.3652
O	1.2514	8.0953	16.7845
O	7.0661	2.9369	13.3564
O	11.3076	8.6045	9.9915
O	3.0242	6.2567	20.2694
O	8.953	9.7965	16.3312
O	9.0031	5.1424	17.3692
O	7.6185	3.9101	21.5365
O	10.958	7.439	12.3466
O	6.5137	7.0197	11.1673

Results
free energy: -217228.810 eV
free energy less fixed offsets of As -4856.12, O -568.88, Si -635.61 eV per atom: -1.080 eV

Forces (eV/angstrom), in the order of the atoms: element, x, y, z
As	0.0524	0.0049	-0.2729
As	-0.0585	-0.1046	-0.4735
As	0.0654	0.1255	-0.2714
As	0.022	-0.0035	-0.3663
Si	-0.0769	-0.1547	0.1742
Si	0.0175	-0.0425	0.0788
As	-0.1243	-0.0531	-0.3098
Si	-0.1087	-0.0134	0.1167
Si	0.035	0.0362	0.0692
Si	0.0403	-0.0159	0.049
As	-0.1247	0.0937	-0.346
Si	0.0281	0.081	0.0518
Si	0.1489	-0.0903	0.3314
Si	-0.104	-0.0968	0.4031
Si	0.0563	-0.0171	0.2431
Si	-0.1069	-0.0153	0.3685
Si	0.0122	0.0039	0.0139
Si	0.2216	-0.0912	0.2985
Si	-0.041	-0.028	0.3491
Si	-0.0684	-0.0145	0.3442
Si	0.1188	0.125	0.2876
Si	0.0526	0.1829	0.4276
Si	0.014	-0.0292	0.4263
Si	-0.1087	0.0373	0.3909
Si	-0.1571	0.0978	-0.194
Si	0.1371	0.1524	-0.207
Si	-0.0138	0.133	-0.1291
Si	0.1439	0.0589	-0.1647
Si	-0.0222	0.0157	-0.0484
Si	-0.1047	-0.0654	-0.137
Si	-0.0061	0.157	-0.1124
Si	-0.1336	-0.0415	-0.1575
Si	0.1512	-0.0928	-0.113
Si	-0.0543	-0.1971	-0.2123
Si	-0.0057	0.013	-0.2289
Si	0.0434	-0.1893	-0.171
Si	0.0123	-0.0132	-0.1275
Si	0.0088	-0.0438	0.0174
Si	-0.0008	-0.0153	-0.0266
Si	0.0198	0.0213	-0.0383
Si	-0.0489	-0.0369	0.0287
Si	0.0141	-0.0207	0.0636
Si	-0.0197	-0.0206	0.038
Si	-0.0049	-0.0137	-0.0219
Si	0.0038	-0.0029	0.0044
Si	-0.0008	0.0361	0.0736
Si	0.0126	0.0379	-0.0134
Si	-0.0008	0.0807	-0.0015
Si	-0.0081	0.0243	0.5516
Si	0.0478	0.0565	0.1648
Si	-0.0561	0.0068	0.0651
Si	-0.0809	0.1025	-0.0199
Si	0.0944	0.1404	-0.003
Si	0.0099	0.0346	-0.0976
Si	-0.0374	0.0649	-0.1192
Si	0.0564	-0.013	0.0489
Si	0.064	0.0796	-0.1245
Si	-0.0263	-0.0558	-0.124
Si	0.0077	-0.0298	0.0341
Si	0.0573	-0.0653	-0.1103
Si	-0.1162	-0.1242	0.2377
Si	-0.0165	-0.0448	0.0045
Si	0.1014	-0.0813	0.1553
Si	-0.0188	-0.0245	0.1235
Si	-0.0682	-0.0645	-0.0017
Si	0.0609	-0.0655	0.0242
Si	0.0103	-0.1253	-0.175
Si	-0.0474	-0.0626	-0.0583
Si	0.0048	0.0598	-0.1789
Si	0.0013	0.1012	0.0687
Si	0.0154	0.06	-0.0539
Si	-0.1268	0.1588	0.0617
Si	0.0474	0.0005	-0.0334
Si	-0.0321	0.0128	0.0441
Si	-0.0397	0.0103	-0.0162
Si	-0.0101	-0.0537	-0.0304
Si	0.024	0.0142	-0.0144
Si	-0.0051	0.0314	-0.0161
Si	-0.0101	-0.007	-0.0279
Si	0.0417	0.0385	-0.0529
Si	-0.0305	-0.0444	0.0547
Si	0.0237	-0.0354	-0.0361
Si	-0.0226	-0.012	-0.0302
Si	0.0079	0.017	-0.1002
Si	0.0991	0.0607	0.1087
Si	-0.0817	0.0505	0.1346
Si	-0.0273	0.009	0.1944
Si	-0.0018	0.0243	0.0422
Si	-0.1356	-0.0979	0.1965
Si	0.144	-0.1454	0.1973
Si	0.1491	0.103	0.0726
Si	-0.1809	-0.0822	0.1997
Si	-0.0191	0.2317	0.1937
Si	-0.1279	0.1044	0.207
Si	0.1751	-0.0885	0.1424
Si	-0.0211	-0.1922	0.1139
Si	-0.18	0.0944	-0.3789
Si	0.1259	-0.0001	-0.3545
Si	0.0142	-0.0383	-0.3623
Si	-0.0363	-0.0041	-0.041
Si	0.1216	-0.02	-0.4454
Si	-0.1286	-0.037	-0.4097
Si	0.1531	0.0118	-0.2437
Si	0.1116	0.0675	-0.4079
Si	-0.0494	-0.2529	-0.3329
Si	-0.0306	-0.0318	-0.405
Si	-0.0862	0.0323	-0.3464
Si	0.0138	0.0318	-0.2325
Si	0.0585	-0.1594	-0.0213
As	-0.1652	0.039	0.2028
As	0.193	-0.0032	0.2845
Si	-0.2292	-0.0639	-0.0903
Si	0.2408	-0.0153	-0.1041
As	0.0265	0.0799	0.3502
Si	0.0497	0.1805	-0.112
As	0.0914	0.0464	0.4658
As	-0.14	-0.0161	0.4863
Si	0.0935	0.0522	-0.1186
As	-0.0893	0	0.4476
Si	-0.0519	0.0059	-0.099
O	0.0564	0.0047	0.0771
O	0.092	0.0735	0.0486
O	-0.019	0.0251	0.0687
O	-0.0969	-0.0629	0.1138
O	-0.0812	-0.0139	0.0492
O	-0.035	-0.057	0.1087
O	-0.0377	0.0255	-0.1325
O	0.0504	0.0151	-0.0768
O	0.0089	0.0701	-0.1021
O	0.0153	-0.0347	-0.0611
O	0.0326	-0.0778	-0.0344
O	-0.0014	-0.0653	-0.1077
Si	-0.0195	0.0028	0.0503
Si	-0.0343	0.0452	-0.1202
Si	-0.011	-0.0156	0.163
Si	0.0113	0.0161	0.0163
Si	-0.0018	-0.008	0.0088
Si	0.0088	0.0086	0.0604
Si	0.0254	0.036	-0.0732
Si	-0.0335	-0.0011	0.1222
Si	0.0513	0.0055	-0.1136
Si	-0.0159	-0.001	-0.1151
Si	-0.0406	0.0381	-0.1063
Si	0.0058	0.0185	0.0184
Si	0.0166	-0.0093	-0.0039
Si	0.0144	-0.0033	0.1891
Si	0.0101	-0.028	-0.0787
Si	0.0007	0.0031	0.0381
Si	-0.0454	-0.0104	0.2131
Si	-0.0098	-0.0131	-0.0381
Si	0.0312	-0.0569	-0.1932
Si	0.0251	0.0041	-0.0919
Si	0.0034	0.024	-0.0109
Si	-0.0194	-0.0103	0.0983
Si	-0.0025	-0.0055	0.0492
Si	-0.014	-0.0309	0.1162
Si	0.0038	-0.0141	-0.0083
Si	0.0064	-0.0239	0.0204
Si	0.0035	-0.0091	-0.0221
Si	-0.0012	-0.0156	0.02
Si	-0.0134	-0.0472	-0.0542
Si	0.0159	0.024	0.0339
Si	-0.0031	-0.0144	-0.0641
Si	-0.0034	-0.0386	0.0902
Si	0.0025	-0.0011	-0.0104
Si	-0.0373	-0.0086	-0.1402
Si	0.0029	0.0308	0.1118
Si	-0.0018	0.0101	0.1023
Si	-0.0672	-0.0273	-0.1545
Si	-0.0008	0.0023	-0.1599
Si	0.031	0.0199	-0.1728
Si	0.0488	-0.0545	-0.1662
Si	-0.0084	-0.0046	0.0017
Si	-0.021	0.0171	0.0303
Si	0.0288	-0.0107	0.1455
Si	0.0108	-0.0187	0.0043
Si	0.0757	-0.014	0.129
Si	0.0287	-0.0032	0.0056
Si	0.0384	0.0955	-0.1887
Si	-0.0055	-0.0047	0.1107
Si	0.0397	0.0234	0.1037
O	0.0216	-0.0044	-0.0656
O	-0.0025	0.0027	0.0152
O	-0.0074	-0.009	0.0004
O	0.0312	-0.0016	-0.0373
O	0.0191	-0.0191	-0.0253
O	-0.0055	-0.0109	0.0338
O	-0.0271	0.0482	0.1466
O	0.0135	0.0247	-0.0484
O	-0.0107	0.0003	-0.0044
O	0.0047	0.0007	-0.0079
O	-0.0024	0.0099	-0.0027
O	0.0421	-0.0445	-0.1124
O	-0.0227	-0.01	-0.0491
O	-0.0012	-0.0246	0.0654
O	-0.0135	0.0152	-0.0662
O	-0.0112	-0.0104	0.0709
O	0.0047	-0.0052	-0.0128
O	-0.0401	0.0093	0.0599
O	-0.011	0.0069	0.0443
O	0.0101	0.0101	0.064
O	-0.0135	0.0035	0.0101
O	0.0002	0.004	-0.0242
O	0.0081	0.0167	0.0588
O	-0.017	-0.0656	0.1011
O	0.0011	-0.0043	-0.0026
O	0.0083	0.0039	0.0165
O	0.003	-0.0112	-0.0012
O	0.0201	0.0258	0.1255
O	-0.0099	0.0367	0.0423
O	-0.016	-0.0042	0.0326
O	0.0088	-0.0188	-0.0013
O	0.0101	0.0043	0.0321
O	0.0108	-0.0466	0.075
O	-0.0282	-0.0027	-0.046
O	-0.0003	0.0041	0.0339
O	0.0141	0.0033	-0.023
O	0.006	0.0241	0.0299
O	0.0029	-0.0137	-0.0453
O	-0.001	-0.0133	0.101
O	-0.0184	0.0316	-0.0359
O	-0.0044	0.0146	-0.0373
O	0.0128	0.0013	-0.1117
O	0.0071	0.0327	0.0584
O	0.0012	0.0043	0.0153
O	-0.0318	-0.0226	-0.0898
O	-0.0088	0.0158	-0.0499
O	-0.0089	0.0021	-0.01
O	-0.0015	-0.0153	0.0247
O	0.0106	0.0042	-0.0057
O	-0.0112	0.0036	-0.1039
O	0.0092	0.0059	0.0009
O	-0.0044	-0.0085	-0.0844
O	-0.0114	-0.0143	-0.0101
O	-0.0052	-0.0159	-0.0131
O	0.0517	0.0364	0.0446
O	-0.0068	-0.0102	-0.0006
O	0.0017	0.001	-0.0205
O	-0.0049	-0.0343	-0.0761
O	0.027	-0.0095	0.0726
O	0.0048	-0.0047	-0.0026
O	-0.0065	-0.0038	0.103
O	-0.0126	0.0093	-0.0093
O	-0.018	0.0293	-0.117
O	0.0343	-0.0166	-0.0975
O	-0.0185	-0.0031	0.0585
O	0.002	-0.0179	-0.0296
O	-0.0059	0.0085	0.0048
O	-0.0392	-0.0121	0.059
O	-0.0031	0.0011	-0.0088
O	0.0123	-0.0071	-0.0727
O	-0.0022	0	-0.0228
O	-0.036	0.0025	-0.0741
O	-0.0164	0.0536	-0.0868
O	0.0309	-0.0011	0.0123
O	-0.0148	0.0061	-0.0589
O	-0.0191	0.0504	0.1296
O	0.001	0.0011	-0.0112
O	0.0106	0.0112	0.0059
O	0.0029	-0.0091	-0.0353
O	-0.0028	0.0126	0.0267
O	-0.0184	0.0018	-0.0568
O	0.0136	-0.0004	0.0394
O	-0.0021	0.0092	0.0025
O	0.0061	0.0228	0.0004
O	-0.0018	-0.009	-0.021
O	-0.0504	-0.0173	-0.0772
O	0.0551	0.0264	0.1029
O	-0.0017	-0.0007	-0.0023
O	-0.0201	0.022	0.0144
O	0.011	-0.0195	0.0376
O	-0.0053	-0.0077	-0.0525
O	0.0522	0.0288	-0.1037

The program warned: the cutoff lies below the one the program advises for these potential files; the forces do not sum to zero within the program's tolerance; the exchange-correlation potential is rough where the density is thin.
